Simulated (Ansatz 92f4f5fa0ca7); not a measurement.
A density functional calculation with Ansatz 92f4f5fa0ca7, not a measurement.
Periodic cell of 234 atoms, Si146O88, from a study of silicon, its oxide and their interface. The atomic structure is a simulated model.
Doubt: the cutoff is far below the 930 eV that the study's wrapper takes by default for these files, so forces and energies are approximate.
This geometry differs little from another in the collection (a relaxation step or a small displacement).

Settings: functional PBE; potential files Ansatz PAW; basis plane waves; wave-function cutoff 580 eV; density cutoff ratio 5; exchange-correlation grid ratio 1; k mesh 1 x 1 x 1, Gamma-centred; self-consistency stop 5e-08 eV per atom in the density residual; occupations fixed; spin none; net charge 0.

Cell vectors (angstrom)
a, 11.6015, 0, 0
b, 0, 10.938, 0
c, 0, 0, 33.1452

Atoms: element, x, y, z (angstrom)
Si, -0.1526, 0.0957, 24.323
Si, 3.8762, -0.3044, 24.4436
Si, 7.7841, 0.3999, 23.9337
Si, 2.0149, 1.1643, 24.3427
Si, 5.5374, 1.3954, 24.1093
Si, 9.7162, 1.7282, 24.1894
Si, -0.0129, 5.4332, 24.2349
Si, 3.9645, 5.3915, 24.4489
Si, 7.741, 5.4823, 24.7276
Si, 1.9681, 6.675, 24.4364
Si, 5.8915, 6.8424, 24.5594
Si, 9.6832, 6.8241, 24.4211
Si, 1.9195, 2.6332, 26.2949
Si, 5.7649, 2.6138, 26.2602
Si, 9.6701, 2.7646, 26.3282
Si, 0.0171, 4.0794, 26.2446
Si, 3.8658, 4.0295, 26.3894
Si, 7.703, 4.011, 26.5069
Si, 1.8933, 8.148, 26.3435
Si, 5.7812, 8.2033, 26.4571
Si, 9.6997, 8.1968, 26.3728
Si, -0.0018, 9.6334, 26.3068
Si, 3.8417, 9.4938, 26.4626
Si, 7.7365, 9.5128, 26.5811
Si, 0.0068, -0.0113, 28.2974
Si, 3.8463, 0.0003, 28.3243
Si, 7.7476, 0.0224, 28.4025
Si, 1.9221, 1.3677, 28.3051
Si, 5.7914, 1.345, 28.2826
Si, 9.6906, 1.3669, 28.2719
Si, 0.0059, 5.4249, 28.2553
Si, 3.8445, 5.4455, 28.3071
Si, 7.725, 5.4629, 28.3503
Si, 1.9075, 6.8206, 28.3069
Si, 5.7854, 6.7906, 28.3386
Si, 9.6849, 6.8074, 28.303
Si, 1.9336, 2.7345, 30.2459
Si, 5.8008, 2.7345, 30.2459
Si, 9.6679, 2.7345, 30.2459
Si, 0, 4.1018, 30.2459
Si, 3.8672, 4.1018, 30.2459
Si, 7.7343, 4.1018, 30.2459
Si, 1.9336, 8.2035, 30.2459
Si, 5.8008, 8.2035, 30.2459
Si, 9.6679, 8.2035, 30.2459
Si, 0, 9.5708, 30.2459
Si, 3.8672, 9.5708, 30.2459
Si, 7.7343, 9.5708, 30.2459
Si, 0, 0, 32.1795
Si, 3.8672, 0, 32.1795
Si, 7.7343, 0, 32.1795
Si, 1.9336, 1.3673, 32.1795
Si, 5.8008, 1.3673, 32.1795
Si, 9.6679, 1.3673, 32.1795
Si, 0, 5.469, 32.1795
Si, 3.8672, 5.469, 32.1795
Si, 7.7343, 5.469, 32.1795
Si, 1.9336, 6.8362, 32.1795
Si, 5.8008, 6.8362, 32.1795
Si, 9.6679, 6.8362, 32.1795
Si, 1.9336, 2.7345, 0.9679
Si, 5.8008, 2.7345, 0.9679
Si, 9.6679, 2.7345, 0.9679
Si, 0, 4.1018, 0.9679
Si, 3.8672, 4.1018, 0.9679
Si, 7.7343, 4.1018, 0.9679
Si, 1.9336, 8.2035, 0.9679
Si, 5.8008, 8.2035, 0.9679
Si, 9.6679, 8.2035, 0.9679
Si, 0, 9.5708, 0.9679
Si, 3.8672, 9.5708, 0.9679
Si, 7.7343, 9.5708, 0.9679
Si, 0.0522, 0.0642, 2.8565
Si, 3.891, 0.0455, 2.9035
Si, 7.7125, 0.0808, 2.8212
Si, 1.9681, 1.4626, 2.9657
Si, 5.7825, 1.445, 3.0021
Si, 9.69, 1.3639, 2.8744
Si, -0.0162, 5.5545, 2.8214
Si, 3.8627, 5.4204, 2.978
Si, 7.7069, 5.448, 2.8882
Si, 1.9583, 6.8552, 2.9321
Si, 5.7594, 6.766, 2.8446
Si, 9.637, 6.8368, 2.8735
Si, 1.8799, 3.0472, 4.8173
Si, 5.7561, 2.6726, 5.1336
Si, 9.6619, 2.7403, 4.7808
Si, -0.1065, 4.2775, 4.756
Si, 3.9383, 4.2252, 5.0953
Si, 7.6932, 4.0186, 4.776
Si, 2.0108, 8.2709, 4.866
Si, 5.814, 8.0833, 4.7591
Si, 9.7011, 8.3197, 4.7108
Si, 0.0396, 9.65, 4.7608
Si, 3.9603, 9.6125, 4.8197
Si, 7.6769, 9.4644, 4.5391
Si, 0.0027, 0.1402, 6.6479
Si, 3.9546, -0.0758, 6.8645
Si, 7.7749, 0.2206, 7.2089
Si, 1.5011, 1.9003, 6.7858
Si, 5.7703, 1.3306, 7.3311
Si, 9.648, 1.4808, 6.7899
Si, 0.0306, 5.7852, 6.6012
Si, 4.1148, 5.6365, 7.1628
Si, 8.0019, 5.4038, 6.608
Si, 2.0789, 6.9018, 6.8391
Si, 6.1361, 6.8769, 6.8294
Si, 9.6496, 7.0626, 6.6702
O, 7.2872, -0.7422, 5.979
O, 1.7187, 7.7379, 8.2554
O, 6.5821, 7.9127, 8.092
O, 11.4171, 5.0304, 8.0482
O, 8.0149, 10.1866, 8.5197
O, 9.2731, 7.86, 8.114
O, 3.2954, 9.7675, 7.9119
O, 14.5906, 1.249, 7.0358
O, 8.3992, 4.4259, 7.9231
O, 5.4432, 1.9919, 8.848
O, 0.498, 10.0838, 7.8871
O, 1.1256, 2.7314, 8.1775
O, 1.9463, 7.631, 23.0688
O, -3.9367, -0.212, 25.4521
O, 2.4877, 2.1766, 23.0763
O, 3.8999, 9.4753, 23.2187
O, 6.3366, 7.6064, 23.1042
O, 8.2686, 10.0484, 23.0116
O, 4.0785, 4.356, 23.1264
O, 9.5853, 7.7385, 23.0134
O, -0.041, 4.709, 22.6932
O, 7.4258, 4.4587, 23.4396
O, -0.5874, 10.0015, 23.0666
O, 9.9748, 2.6276, 22.7952
Si, 1.7851, 9.3524, 11.5965
Si, 2.0534, 2.9816, 15.178
Si, -0.2838, 1.6438, 16.3117
Si, 6.419, 2.6909, 9.9844
Si, 3.1458, 8.3678, 22.2701
Si, 3.1022, 9.8488, 19.771
Si, 7.7043, 10.107, 17.3629
Si, -2.5353, 3.0304, 8.4829
Si, 11.7769, 3.7845, 8.9972
Si, 4.0194, 2.7526, 22.7592
Si, 6.2818, -4.0979, 13.6955
Si, 4.526, 1.6096, 19.9289
Si, 7.94, 8.569, 8.7652
Si, -0.6413, 8.8755, 13.3073
Si, 9.3005, -0.2943, 19.9488
Si, 6.965, 8.9315, 11.642
Si, 10.283, 2.2754, 19.2641
Si, 1.1096, 7.9481, 15.395
Si, 1.8218, 9.3479, 8.4989
Si, -4.7394, 7.3443, 16.5242
Si, -1.4428, 11.7745, 13.5437
Si, 1.934, 10.3657, 17.1092
Si, 9.6388, 9.2871, 22.5168
Si, 6.8722, 12.6808, 15.6228
Si, 2.187, 4.0063, 11.1641
Si, 3.9607, 1.6323, 16.9945
Si, 1.7783, 5.5924, 13.7114
Si, 10.654, 6.2103, 14.5221
Si, -1.1578, 3.8748, 21.8287
Si, 7.2739, 12.0382, 12.5828
Si, 5.6794, 8.5837, 18.9159
Si, 1.5779, 1.3167, 12.7444
Si, 7.9068, 4.8457, 15.2402
Si, 4.54, 5.027, 9.5213
Si, 5.8572, 7.1806, 21.5977
Si, 4.3653, 7.5235, 11.5172
Si, 7.5679, 4.5833, 21.8294
Si, 7.5013, 1.9949, 20.1604
O, 0.2893, 8.7712, 11.9599
O, 10.7566, 2.2807, 17.7097
O, 3.0719, 2.8194, 16.3903
O, 10.3538, 3.1605, 9.4746
O, 4.3762, 6.5008, 10.2354
O, 3.437, 3.9953, 10.1351
O, 3.7408, 1.9658, 18.5709
O, -5.2511, 9.9464, 18.2895
O, 6.5464, 5.7244, 21.2315
O, 8.0639, 0.5416, 20.6667
O, -2.4505, 4.8506, 21.483
O, 6.5957, 12.2205, 14.0713
O, 4.2269, 2.649, 21.1348
O, 7.9143, 8.4432, 10.3978
O, 7.6045, 3.2528, 15.5914
O, 9.6567, 9.3563, 20.8731
O, 0.4293, 9.1433, 14.5143
O, 1.9319, 10.3211, 18.7461
O, 7.5957, 5.8748, 16.4924
O, 8.6587, 2.5884, 19.1648
O, 11.7563, 5.4033, 13.6192
O, 7.0058, 5.3765, 13.9534
O, 5.3911, 8.7619, 11.2072
O, 5.9782, 4.2904, 9.9469
O, 4.2113, 7.2396, 21.6955
O, 12.2724, 11.2872, 16.6338
O, 4.9041, 6.6879, 12.8311
O, 8.8601, 12.457, 12.8079
O, 2.1136, 7.0461, 14.4251
O, 2.4032, 9.1091, 21.0269
O, 10.5476, 0.7666, 19.8631
O, 4.0746, 8.7982, 18.9839
O, -1.6339, -0.7771, 13.2869
O, 6.085, 1.6854, 19.4586
O, -3.7534, 8.6817, 16.5391
O, 5.4625, 1.8257, 16.4234
O, 2.4269, 4.4478, 14.6405
O, 2.1003, 10.7498, 12.3964
O, 8.9612, -0.7237, 18.4062
O, -1.4694, -3.4487, 13.6045
O, 7.6719, 11.4515, 16.4143
O, 0.5101, 2.9165, 15.6713
O, 6.2892, 8.2201, 20.399
O, -0.1145, 6.8924, 15.8038
O, 0.8415, 4.3558, 10.3456
O, 7.9399, 2.4007, 9.481
O, 7.2441, 7.9007, 12.8894
O, 7.178, 3.0889, 21.3112
O, 7.1938, 10.4864, 12.0715
O, 11.5428, 1.343, 12.8349
O, 2.0636, 2.4747, 11.7093
O, 2.9123, 8.1931, 11.8383
O, -1.3769, 12.1169, 15.1625
O, 1.7985, 9.756, 10.046
O, -5.6623, 7.4567, 15.1754
O, 5.9627, 7.3556, 17.8814
O, 1.8488, 8.8012, 16.5752
O, 4.0431, 0.113, 20.3742
O, 9.4928, 5.137, 14.9003
O, 2.3821, 5.242, 12.2296
O, 2.2813, 1.7307, 14.1523
O, 3.3514, 11.0757, 16.643
O, -5.158, 2.0463, 11.5071
O, 10.9643, 3.3232, 20.3482

Results
free energy: -142854.594 eV
free energy less fixed offsets of O -568.88, Si -635.61 eV per atom: 5.906 eV

Forces (eV/angstrom), in the order of the atoms: element, x, y, z
Si, -0.0546, -0.0641, -0.1101
Si, 0.0033, -0.1067, -0.0513
Si, 0.0071, 0.0059, -0.0599
Si, -0.0065, 0.052, -0.0079
Si, 0.0098, 0.0806, -0.0306
Si, -0.0403, 0.0515, -0.0761
Si, 0.0216, -0.0497, -0.1028
Si, 0.0088, -0.0647, -0.0706
Si, 0.0308, -0.0439, 0.0114
Si, -0.0289, 0.0382, -0.0459
Si, -0.0131, 0.065, -0.0773
Si, 0.0004, 0.0763, -0.1157
Si, 0.0058, -0.0034, 0.0082
Si, 0.0155, 0.0113, -0.004
Si, 0.0093, -0.0206, 0.0411
Si, -0.0121, 0.0176, 0.046
Si, 0.0112, -0.0405, -0.0157
Si, 0.0028, -0.0018, 0.0074
Si, 0.0178, 0.0089, 0.0294
Si, -0.0036, -0.0344, 0.0548
Si, -0.0012, 0.0122, 0.0145
Si, 0.026, -0.0501, 0.0191
Si, -0.0388, -0.0184, 0.045
Si, -0.0025, 0.0484, -0.071
Si, 0.0145, -0.0005, -0.0007
Si, -0.0009, 0.0192, -0.0039
Si, 0.0148, -0.005, -0.0322
Si, -0.0088, 0.0094, -0.0183
Si, 0.0008, -0.0017, -0.0497
Si, 0.012, 0.0044, -0.0067
Si, 0.0025, -0.0111, -0.0025
Si, -0.0083, -0.015, -0.0118
Si, 0.0134, -0.0102, 0.0055
Si, -0.0089, 0.0032, 0.0045
Si, -0.0131, -0.0027, 0.0088
Si, 0.0096, 0.0128, -0.011
Si, -0.0301, 0.0311, -0.026
Si, -0.0509, 0.056, -0.2596
Si, 0.0758, -0.0125, -0.2271
Si, -0.0224, -0.0556, -0.2231
Si, -0.0546, -0.1187, 0.0604
Si, 0.0479, -0.0582, 0.2597
Si, -0.027, -0.0455, -0.0483
Si, -0.0515, -0.0208, -0.0301
Si, 0.0466, -0.0865, -0.1063
Si, -0.0047, -0.0319, -0.0966
Si, -0.0299, -0.0304, 0.0498
Si, 0.0401, -0.0946, 0.503
Si, -0.006, 0.0028, -0.0629
Si, -0.0022, 0.0041, 0.0074
Si, -0.0193, -0.1632, 0.0415
Si, -0.0246, -0.0971, 0.0299
Si, 0.0107, -0.198, 0.0215
Si, -0.0001, -0.0845, -0.0407
Si, 0.0238, 0.0677, -0.0509
Si, -0.0129, 0.1663, 0.0758
Si, 0.0069, -0.0233, 0.0667
Si, 0.0051, -0.0757, -0.0112
Si, 0.0016, 0.0022, -0.0254
Si, 0.0073, -0.0284, -0.0565
Si, 0.1262, 0.0977, 0.0373
Si, -0.036, 0.1978, 0.4086
Si, 0.0315, 0.1687, -0.117
Si, 0.0188, -0.0118, -0.1713
Si, -0.1034, -0.119, 0.2637
Si, 0.014, -0.0627, -0.1779
Si, 0.1033, 0.0102, 0.1126
Si, -0.0097, 0.0144, -0.003
Si, -0.1822, 0.1767, -0.0419
Si, 0.1544, 0.0639, -0.0465
Si, -0.0321, 0.1956, 0.0808
Si, -0.0535, 0.1204, -0.3023
Si, 0.015, 0.0186, -0.0026
Si, 0.003, -0.0026, 0.0209
Si, 0.0061, 0.0164, 0.0775
Si, 0.0145, 0.0212, 0.0267
Si, 0.0096, -0.0173, 0.022
Si, 0.0187, -0.0084, 0.0145
Si, -0.011, 0.0065, 0.0177
Si, -0.0316, -0.0152, 0.0061
Si, 0.0036, -0.008, -0.0061
Si, 0.0064, 0.0237, 0.0432
Si, -0.0025, -0.0345, 0.0014
Si, -0.0255, 0.0198, -0.0187
Si, -0.025, 0.029, -0.0348
Si, -0.0368, -0.028, -0.0186
Si, -0.0021, 0.028, -0.0313
Si, 0.0037, 0.0234, -0.0148
Si, 0.009, 0.0096, 0.0097
Si, -0.0004, -0.0276, 0
Si, -0.0028, 0.0579, -0.0081
Si, 0.0387, 0.0071, -0.0506
Si, -0.0095, 0.0312, 0.0084
Si, 0.006, -0.0191, 0.0139
Si, -0.0053, 0.0072, 0.025
Si, -0.0621, -0.0264, 0.0828
Si, -0.0309, 0.0016, 0.0331
Si, -0.0745, -0.0374, 0.0042
Si, -0.179, -0.0176, 0.1344
Si, 0.0609, -0.0184, 0.0427
Si, -0.0541, 0.0821, 0.1145
Si, 0.0851, -0.0044, -0.097
Si, 0.0174, 0.0189, 0.0139
Si, 0.0379, 0.0516, -0.0238
Si, 0.0166, -0.0745, 0.1002
Si, 0.008, 0.014, 0.0775
Si, -0.03, 0.0257, 0.0902
Si, 0.066, 0.0405, 0.0189
O, 0.1554, 0.0386, -0.1166
O, -0.0077, -0.039, -0.1127
O, -0.0636, -0.0578, -0.0687
O, 0.0036, -0.0388, 0.0189
O, 0.0272, 0.0152, -0.1028
O, 0.083, -0.0262, -0.0894
O, 0.058, 0.0225, -0.0821
O, 0.0268, -0.0438, -0.0619
O, -0.0032, -0.0277, -0.1015
O, -0.0273, -0.0375, -0.1192
O, -0.0021, -0.027, -0.0189
O, 0.0212, 0.0356, -0.0653
O, 0.0057, -0.0211, 0.0908
O, -0.0564, -0.003, 0.0124
O, 0.0338, -0.0176, 0.1005
O, 0.0387, 0.0352, 0.0577
O, -0.0232, 0.0041, 0.1095
O, -0.0633, 0.0964, 0.1279
O, -0.0003, 0.0116, 0.0966
O, 0.0038, -0.0488, 0.0652
O, 0.018, 0.0436, 0.1508
O, -0.0024, -0.0438, 0.0092
O, 0.0439, 0.024, 0.0729
O, 0.0487, -0.0023, 0.0433
Si, -0.0285, -0.0171, 0.1145
Si, 0.0071, -0.0294, -0.047
Si, 0.0011, -0.0175, 0.0184
Si, 0.0485, 0.0441, 0.0273
Si, -0.0019, 0.0487, -0.0766
Si, 0.0286, 0.0147, -0.1358
Si, -0.0253, 0.0223, 0.0206
Si, -0.1838, -0.0869, 0.0497
Si, 0.0346, -0.0005, 0.0702
Si, 0.0621, 0.0012, -0.0142
Si, -0.0196, 0.0583, -0.0042
Si, 0.0472, -0.0692, -0.1194
Si, 0.005, 0.0054, 0.0736
Si, 0.0456, 0.0511, -0.0351
Si, 0.0173, 0.0698, -0.0927
Si, -0.0633, 0.0174, 0.0562
Si, -0.0387, -0.0639, -0.026
Si, 0.0405, 0.0561, -0.053
Si, 0.0051, -0.0118, 0.0497
Si, -0.0569, 0.0443, -0.0007
Si, 0.0409, -0.0403, -0.0184
Si, 0.0274, 0.0538, 0.0129
Si, -0.0008, 0.0214, -0.0845
Si, -0.0265, -0.0794, -0.0077
Si, 0.0299, -0.0085, 0.0259
Si, -0.0144, -0.0199, 0.0085
Si, 0.0173, -0.0125, -0.0288
Si, -0.0103, 0.0186, -0.0781
Si, -0.0414, -0.0165, -0.1078
Si, 0.0176, -0.0572, 0.0303
Si, -0.0418, 0.0579, -0.0467
Si, 0.0046, -0.0379, 0.0381
Si, -0.0473, 0.0143, -0.0259
Si, -0.0503, -0.0681, 0.0377
Si, 0.0308, 0.0431, -0.0898
Si, 0.015, 0.0097, 0.0363
Si, 0.0225, -0.0173, -0.0949
Si, 0.0566, -0.0096, -0.1658
O, 0.0182, 0.0053, -0.0041
O, 0.0107, 0.0053, -0.0193
O, 0.0102, 0.014, 0.0289
O, 0.0639, 0.0168, -0.0294
O, 0.0174, 0.0018, -0.0594
O, -0.0214, 0.0037, 0.012
O, 0.0107, 0.0064, 0.0182
O, 0.0135, -0.0235, 0.0106
O, 0.0068, -0.018, 0.0464
O, 0.0024, -0.0003, 0.0553
O, -0.0088, 0.028, 0.0659
O, -0.0012, 0.0258, -0.008
O, -0.0274, 0.0254, 0.0677
O, 0.012, -0.0144, -0.0606
O, 0.0265, 0.0518, 0.0028
O, 0.0197, -0.0314, 0.1177
O, -0.0116, -0.0479, 0.0309
O, -0.0073, 0.0002, 0.0331
O, 0.0294, -0.0048, 0.0061
O, -0.0082, 0.0123, 0.0649
O, -0.0146, -0.0026, 0.0063
O, 0.0266, -0.028, 0.0163
O, 0.011, -0.0092, -0.0251
O, 0.0042, 0.0033, -0.0393
O, -0.0288, -0.0267, 0.0412
O, 0.0124, -0.0092, 0.0073
O, 0.0097, -0.0185, 0.0071
O, -0.0346, 0.0298, -0.0125
O, -0.0115, -0.0133, 0.0211
O, -0.007, 0.0054, 0.0796
O, -0.0206, 0.0154, 0.039
O, -0.0057, 0.0014, 0.0412
O, 0.0012, -0.0227, 0.0033
O, -0.0372, 0.021, 0.0524
O, 0.0173, -0.0587, -0.025
O, 0.0067, 0.0202, -0.0061
O, -0.0083, 0.0076, 0.0225
O, 0.003, -0.0044, -0.0376
O, -0.0139, -0.0112, 0.0164
O, -0.0151, -0.0406, 0.0399
O, -0.0099, 0.0257, -0.0041
O, -0.0122, 0.009, 0.0044
O, 0.0099, -0.0158, 0.0903
O, -0.0194, -0.0064, 0.0287
O, 0.0108, 0.01, -0.0532
O, -0.0018, 0.0544, -0.0461
O, 0.0248, -0.028, 0.0012
O, -0.0185, -0.0103, 0.1036
O, 0.0051, 0.006, -0.0129
O, -0.0109, 0.013, -0.0079
O, -0.0106, 0.0532, -0.0414
O, -0.013, -0.0065, -0.03
O, -0.0003, 0.028, 0.0298
O, -0.0142, 0.0156, -0.0578
O, 0.0147, -0.0187, 0.0115
O, 0.0335, -0.0368, -0.0166
O, -0.0184, -0.0408, -0.0101
O, -0.0151, -0.0015, 0.0462
O, 0.0016, -0.0055, 0.023
O, -0.0339, -0.0073, 0.0212
O, -0.004, 0.0267, -0.0126
O, -0.0203, -0.0187, -0.0051
O, -0.0221, 0.0376, -0.0475
O, -0.0075, -0.0052, 0.1232

The program warned: the cutoff lies below the one the program advises for these potential files; the exchange-correlation potential is rough where the density is thin.
